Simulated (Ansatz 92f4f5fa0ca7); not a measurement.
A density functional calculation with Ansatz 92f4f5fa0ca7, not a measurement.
Periodic cell of 220 atoms, Si132O88, from a study of silicon, its oxide and their interface. The atomic structure is a simulated model.
Doubt: the cutoff is far below the 930 eV that the study's wrapper takes by default for these files, so forces and energies are approximate.
This geometry differs little from another in the collection (a relaxation step or a small displacement).

Settings: functional PBE; potential files Ansatz PAW; basis plane waves; wave-function cutoff 580 eV; density cutoff ratio 5; exchange-correlation grid ratio 1; k mesh 1 x 1 x 1, Gamma-centred; self-consistency stop 5e-08 eV per atom in the density residual; occupations fixed; spin none; net charge 0.

Cell vectors (angstrom)
a	10.938	0	0
b	0	10.938	0
c	0	0	33.3183

Atoms: element, x, y, z (angstrom)
Si	-0.2097	0.1931	25.7544
Si	5.9681	-0.5552	25.7717
Si	2.8513	2.7975	25.8445
Si	8.3384	2.3165	25.9205
Si	-0.4861	6.0037	25.7295
Si	5.3616	5.6894	25.7988
Si	3.012	7.8363	25.8281
Si	8.222	8.2204	26.1521
Si	1.4161	1.3564	27.069
Si	6.8609	1.1404	27.2421
Si	4.2209	4.1046	27.1814
Si	9.5207	4.1247	26.9934
Si	1.3254	6.7912	27.1273
Si	6.8085	6.7989	27.2956
Si	4.1798	9.4688	27.0879
Si	9.6834	9.6204	27.264
Si	2.7715	-0.0371	28.4576
Si	8.2635	-0.0612	28.6312
Si	0.0128	2.7647	28.4415
Si	5.5262	2.6677	28.5244
Si	2.7389	5.4327	28.5144
Si	8.2201	5.4034	28.5343
Si	0.0721	8.1887	28.5584
Si	5.4615	8.1944	28.5904
Si	4.1018	1.3673	29.9
Si	9.5708	1.3673	29.9
Si	1.3673	4.1018	29.9
Si	6.8362	4.1018	29.9
Si	4.1018	6.8362	29.9
Si	9.5708	6.8362	29.9
Si	1.3673	9.5708	29.9
Si	6.8362	9.5708	29.9
Si	0	0	31.2673
Si	5.469	0	31.2673
Si	2.7345	2.7345	31.2673
Si	8.2035	2.7345	31.2673
Si	0	5.469	31.2673
Si	5.469	5.469	31.2673
Si	2.7345	8.2035	31.2673
Si	8.2035	8.2035	31.2673
Si	1.3673	1.3673	32.6345
Si	6.8362	1.3673	32.6345
Si	4.1018	4.1018	32.6345
Si	9.5708	4.1018	32.6345
Si	1.3673	6.8362	32.6345
Si	6.8362	6.8362	32.6345
Si	4.1018	9.5708	32.6345
Si	9.5708	9.5708	32.6345
Si	2.7345	0	0.6835
Si	8.2035	0	0.6835
Si	0	2.7345	0.6835
Si	5.469	2.7345	0.6835
Si	2.7345	5.469	0.6835
Si	8.2035	5.469	0.6835
Si	0	8.2035	0.6835
Si	5.469	8.2035	0.6835
Si	4.1018	1.3673	2.0507
Si	9.5708	1.3673	2.0507
Si	1.3673	4.1018	2.0507
Si	6.8362	4.1018	2.0507
Si	4.1018	6.8362	2.0507
Si	9.5708	6.8362	2.0507
Si	1.3673	9.5708	2.0507
Si	6.8362	9.5708	2.0507
Si	0	0	3.418
Si	5.469	0	3.418
Si	2.7345	2.7345	3.418
Si	8.2035	2.7345	3.418
Si	0	5.469	3.418
Si	5.469	5.469	3.418
Si	2.7345	8.2035	3.418
Si	8.2035	8.2035	3.418
Si	1.2603	1.4869	4.76
Si	6.8076	1.3937	4.8205
Si	4.1072	4.077	4.8255
Si	9.5203	4.1445	4.8526
Si	1.3589	6.8432	4.7542
Si	6.7945	6.8899	4.8271
Si	4.1298	9.5726	4.8011
Si	9.5414	9.5985	4.6391
Si	2.6461	0.0449	5.95
Si	8.271	-0.0008	6.03
Si	-0.0747	2.8343	6.3225
Si	5.4491	2.7018	6.3039
Si	2.746	5.5474	6.1537
Si	8.1014	5.4785	6.2256
Si	-0.0849	8.2407	5.9465
Si	5.5383	8.3302	6.3097
Si	3.662	1.5415	7.3959
Si	9.7898	1.0512	7.4696
Si	1.6083	4.021	7.5775
Si	6.5347	4.3595	7.6597
Si	4.336	6.6793	7.4813
Si	9.3741	7.1079	7.3324
Si	1.0771	9.8097	7.1927
Si	7.2925	9.4702	7.5743
O	1.8644	3.8882	25.1119
O	7.149	9.2616	25.3561
O	2.7159	2.8507	7.8129
O	8.3551	8.2431	8.0259
O	5.3917	5.5123	7.9594
O	0.0555	-0.0142	7.8538
O	4.1588	6.7357	25.307
O	9.5368	1.2912	25.3538
O	1.7552	8.9777	8.4004
O	1.3572	4.6028	9.3351
O	8.9907	1.3273	8.8782
O	6.9846	10.4648	8.8791
O	3.6692	0.6973	8.8288
O	3.6453	7.1937	8.877
O	7.0513	3.8805	9.1566
O	10.4244	6.3205	8.3586
O	3.8474	2.1121	24.7192
O	5.421	0.0107	24.3171
O	7.2148	2.7016	24.7486
O	11.1154	5.691	24.2465
O	9.2817	7.1517	25.3822
O	2.2901	8.4525	24.4807
O	6.2122	5.1485	24.4714
O	0.3738	10.3544	24.3992
Si	2.4515	8.0799	9.5299
Si	10.9933	6.7025	14.3051
Si	-0.008	-5.1433	17.149
Si	4.1628	0.8648	23.713
Si	7.4318	-2.0306	20.3043
Si	8.2846	0.8053	21.2129
Si	1.7124	9.7367	23.6561
Si	10.4848	9.4683	14.4035
Si	3.9047	9.8193	11.7597
Si	4.9317	16.1602	12.0391
Si	6.9169	1.7938	16.7826
Si	4.621	7.4667	20.2239
Si	13.2109	8.5217	14.0915
Si	3.742	1.5287	10.245
Si	7.9261	11.4668	9.8438
Si	1.7155	8.3711	20.7808
Si	2.5228	-5.4087	21.2449
Si	2.1797	4.0016	10.9029
Si	8.2439	4.3925	17.5298
Si	6.9478	3.9163	23.6749
Si	12.607	3.6603	18.7955
Si	6.368	3.0914	10.4395
Si	4.5222	2.9639	18.3943
Si	7.9367	-0.2502	14.9955
Si	10.3172	4.5076	12.1817
Si	-1.3699	3.1217	22.551
Si	6.2172	7.9198	12.2982
Si	8.5651	9.6305	12.2727
Si	5.5475	2.3182	21.3738
Si	12.0193	4.407	23.7901
Si	9.8548	2.7124	19.6667
Si	11.1899	5.9664	9.7383
Si	-5.3525	5.8741	17.6523
Si	-0.8649	-2.6038	19.0108
Si	7.9946	10.1087	17.7044
Si	4.7762	6.7892	14.6559
O	7.6181	10.2905	13.4541
O	6.9852	9.5361	18.8568
O	7.8056	8.1863	11.9892
O	-1.5939	1.1867	20.012
O	4.5444	5.487	13.6282
O	7.4999	9.6381	16.2068
O	-1.4317	-1.3824	18.0575
O	4.8822	13.5717	9.9335
O	5.4199	9.2455	11.762
O	1.3208	7.0985	10.1825
O	7.0551	1.108	15.2931
O	8.4725	4.2165	23.1286
O	5.6145	6.615	11.4922
O	1.4805	6.7781	21.0812
O	-2.1392	7.9888	20.0426
O	10.1192	9.5717	12.7872
O	15.7361	4.4872	17.9212
O	6.0472	8.1271	20.8294
O	2.8246	-0.0293	23.6404
O	3.1193	9.5315	13.1401
O	5.9973	3.5138	22.4085
O	9.963	3.5734	21.0486
O	2.2305	4.3573	20.1625
O	-5.9387	6.9982	18.6956
O	0.5253	-2.1078	19.749
O	8.6456	10.4877	10.903
O	11.6165	6.2081	15.7402
O	12.0137	4.2711	12.0058
O	9.604	10.6579	15.128
O	10.2578	5.5436	13.4862
O	0.4063	2.6387	19.0158
O	3.9829	11.4212	11.4581
O	1.3179	7.3514	13.4329
O	12.0936	9.5426	14.79
O	7.192	5.6018	17.9027
O	3.4215	-3.2481	14.9336
O	12.0711	4.8718	17.8562
O	10.9782	3.2049	23.3777
O	5.9145	18.6385	13.8971
O	2.2108	4.8309	22.6949
O	6.8458	1.4829	20.8992
O	5.3253	-4.6129	16.1101
O	1.4435	-1.6699	22.1253
O	-2.1936	3.5534	18.8335
O	9.5567	4.9851	16.7929
O	9.3941	3.2752	12.1509
O	4.5047	1.3736	22.2075
O	3.3052	-2.4304	20.2584
O	2.9031	2.7582	18.1916
O	3.5428	4.8533	11.1948
O	6.0402	4.0336	11.7474
O	9.9814	7.9384	14.7543
O	-6.0739	2.8409	19.9983
O	7.8624	11.7545	17.72
O	7.9745	-0.8086	21.3103
O	4.0598	6.1509	21.0901
O	8.9372	1.5826	22.5303
O	2.4128	2.4269	10.6047
O	18.425	3.3048	16.5887
O	3.0327	9.0726	10.6287
O	10.1393	5.5594	10.8478
O	7.1141	1.6639	10.676
O	10.5004	-3.9047	18.1276
O	5.413	1.9243	17.4703

Results
free energy: -133958.178 eV
free energy less fixed offsets of O -568.88, Si -635.61 eV per atom: 3.782 eV

Forces (eV/angstrom), in the order of the atoms: element, x, y, z
Si	0.0002	-0.0002	0.003
Si	-0.0003	-0.0001	0.0017
Si	-0.0007	0	0.0031
Si	-0.0002	0	0.0018
Si	0.0004	-0.0002	0.002
Si	0.0001	-0.0006	0.0035
Si	0	-0.0001	0.0019
Si	-0.0008	0.0002	0.0032
Si	-0.0001	0	0.0009
Si	-0.0002	0	0.0013
Si	-0.0001	0.0001	0.0008
Si	-0.0004	-0.0001	0.0012
Si	-0.0004	0.0001	0.0008
Si	-0.0002	0.0001	0.0008
Si	-0.0001	0.0001	0.0015
Si	-0.0003	-0.0001	0.0009
Si	-0.0002	0.0004	0.0008
Si	0	0	0.0006
Si	0.0003	-0.0001	0.0011
Si	-0.0003	0.0003	0.0006
Si	0	-0.0001	0.0008
Si	-0.0001	0.0003	0.0008
Si	-0.0001	0.0002	0.0006
Si	0.0004	-0.0002	0.0008
Si	-0.0741	-0.1641	-0.288
Si	0.3081	0.4744	-0.0072
Si	-0.0276	-0.1662	-0.1638
Si	0.1493	-0.4226	0.1112
Si	-0.3893	-0.1111	0.1539
Si	0.0808	-0.1199	-0.1923
Si	0.4747	0.1139	0.0276
Si	0.033	-0.2576	0.5683
Si	0.1225	0.1511	-0.0475
Si	-0.0026	0.0069	0.0092
Si	-0.0989	-0.0509	-0.05
Si	0.016	0.0789	0.0352
Si	-0.0387	0.0402	-0.0123
Si	-0.0934	-0.0399	-0.0512
Si	-0.0027	0.0404	0.0309
Si	-0.1376	-0.0399	0.0157
Si	0.006	-0.0502	0.0125
Si	0.035	-0.0423	-0.0231
Si	0.0182	-0.0049	-0.0237
Si	0.0015	-0.0358	-0.0147
Si	0.0496	0.0277	-0.029
Si	0.0862	-0.0163	-0.0017
Si	0.0015	-0.0587	-0.0255
Si	0.0055	-0.0099	-0.0333
Si	0.0197	-0.0158	-0.0106
Si	-0.0583	0.0449	0.0149
Si	-0.0317	0.0387	0.0214
Si	-0.0277	0.018	0.0426
Si	-0.0709	0.0552	0.0084
Si	0.0146	-0.01	-0.0003
Si	-0.0211	-0.026	0.0415
Si	-0.0311	0.0716	0.0143
Si	-0.0607	-0.0874	0.0464
Si	0.0701	-0.0865	-0.0518
Si	0.0812	-0.0261	-0.0103
Si	0.0888	0.0502	0.0548
Si	-0.0256	-0.0613	-0.0063
Si	-0.1059	-0.0144	0.0167
Si	0.1544	0.1603	0.029
Si	0.0354	-0.1051	-0.0289
Si	0.0103	0.5791	-0.6359
Si	0.0767	0.0988	0.0892
Si	-0.0864	0.2688	-0.037
Si	-0.0465	0.0629	0.3468
Si	-0.1665	-0.1829	0.1302
Si	-0.1359	0.1343	0.314
Si	0.288	-0.0085	0.0205
Si	-0.4624	-0.309	-0.4843
Si	-0.0003	0.0004	0
Si	-0.0001	0.0002	0.0005
Si	-0.0015	0.0023	0.0003
Si	-0.0007	-0.0004	-0.0008
Si	0.0011	0.0016	-0.0006
Si	-0.0009	0.0009	-0.0017
Si	-0.0001	0.0001	0
Si	-0.0015	0.0006	-0.0006
Si	0.0013	-0.0003	-0.0015
Si	0.0007	-0.0004	0.0017
Si	-0.0047	-0.0054	-0.0003
Si	0.0012	-0.0008	-0.0015
Si	-0.0053	-0.0094	0.006
Si	0.0015	-0.0004	-0.0015
Si	0.0002	-0.0013	-0.0012
Si	-0.0002	-0.0001	0.0016
Si	-0.0013	0.0006	0.0027
Si	0.0002	0.0003	-0.007
Si	0.0073	0.0203	-0.0015
Si	-0.0023	0.0004	0.0001
Si	-0.0041	0.0034	0.0004
Si	0.0011	0.002	0.0044
Si	0.0028	-0.0061	0.0094
Si	0	-0.0003	-0.004
O	-0.0004	0.0003	-0.0005
O	0.0002	-0.0002	-0.0008
O	0.0057	-0.009	0.0024
O	-0.0005	-0.0008	0.001
O	0.0022	-0.0019	0.0016
O	-0.0002	0.0008	0.0015
O	-0.0002	0.0002	-0.0014
O	-0.0002	-0.0001	-0.0009
O	0.0005	0.0006	0.0014
O	0.0022	-0.0047	-0.0017
O	-0.0008	-0.0005	0.004
O	-0.0009	0.0005	0.0024
O	0.0003	-0.0001	-0.0005
O	-0.0005	0.0023	0
O	0	0.0006	0.0007
O	-0.0056	0.0025	-0.0098
O	0	0.0005	-0.0006
O	0.0004	-0.0004	0.0001
O	-0.0001	0.0003	-0.0004
O	0	-0.0002	-0.0003
O	0.0002	-0.0002	-0.0013
O	0.0003	-0.0005	0.0002
O	0.0004	-0.0003	-0.0009
O	-0.0002	-0.0004	-0.0008
Si	-0.0018	0.001	-0.0093
Si	0.009	0.0088	0.0045
Si	0	0.0001	0.0007
Si	-0.0002	-0.0006	0.0017
Si	-0.0002	-0.0002	0.0022
Si	0.0001	-0.0004	0.0019
Si	-0.0004	0.0004	0.0015
Si	-0.0003	0.001	-0.0039
Si	-0.001	0.003	-0.0062
Si	-0.0009	0.0015	-0.0038
Si	-0.0007	-0.0005	0.0021
Si	-0.0002	0	0.0019
Si	0.0004	0.0012	0.0006
Si	-0.0021	-0.0021	-0.0017
Si	0.0041	-0.002	-0.0038
Si	-0.0002	0.0008	0.0027
Si	-0.0001	-0.0007	0.0029
Si	-0.0043	0.009	-0.0086
Si	-0.0017	-0.0002	0.0029
Si	-0.0005	-0.0001	0.0022
Si	0.0008	-0.0006	0.0017
Si	0.0021	-0.0015	-0.003
Si	-0.0009	0	0.0013
Si	0.0004	-0.0012	-0.0007
Si	0.0195	0.0145	-0.0321
Si	0.0003	-0.0003	0.0027
Si	-0.0021	-0.0003	-0.0041
Si	0.0004	0.0007	-0.0057
Si	-0.0011	0.0001	0.0026
Si	0.0001	0.0002	0.0019
Si	-0.0003	0.0001	0.0018
Si	0.0016	-0.0041	0.0083
Si	-0.0011	-0.0003	0.0012
Si	-0.0005	-0.0001	0.002
Si	-0.0005	0.0003	0.0023
Si	-0.0002	-0.0007	-0.0016
O	-0.0001	0.0008	0.0035
O	-0.0002	-0.0001	-0.0002
O	0.0002	0.0002	0.0032
O	-0.0004	0.0002	-0.0003
O	0.0005	0.0001	0.0006
O	0.0001	0.0003	0.0001
O	-0.0001	-0.0003	0
O	0.001	0.0008	0.002
O	0.0026	-0.0008	0.0034
O	-0.003	0.001	0.0012
O	-0.0005	0.0003	0.0006
O	-0.0003	0.0001	-0.0005
O	0.0003	0.0005	0.004
O	-0.0005	0.0001	-0.0006
O	-0.0002	-0.0001	-0.0002
O	0.0004	-0.0015	0.0054
O	0.0002	0.0007	0.0003
O	-0.0005	0	-0.0003
O	0	0.0001	0
O	-0.0021	-0.0006	0.0032
O	-0.0001	-0.0002	-0.0004
O	-0.0001	0.0001	-0.0003
O	-0.0004	0.0005	0.0002
O	-0.0005	0.0002	0.0004
O	-0.0003	-0.0005	-0.0003
O	-0.0012	0.0002	0.0026
O	-0.003	-0.0014	-0.0002
O	-0.0042	-0.0118	0.0116
O	-0.002	-0.0006	0.0005
O	-0.0069	0.0056	0.0279
O	-0.0013	0.0001	-0.0001
O	0.0004	0.0004	0.0001
O	-0.0041	-0.0026	0.0012
O	-0.0014	-0.0012	0.0006
O	-0.0001	-0.0002	-0.0004
O	-0.001	-0.0002	0.0016
O	-0.0008	0.0006	-0.0009
O	-0.0003	-0.0001	-0.0005
O	-0.0003	-0.0001	0.0006
O	-0.0003	-0.0003	-0.0002
O	-0.0002	0.0002	-0.0002
O	-0.0003	-0.0001	0.0007
O	-0.0001	0	-0.0005
O	0.0004	0.0002	-0.0001
O	0.0017	0.0013	-0.0001
O	-0.0044	-0.022	0.0078
O	0.0003	0.0005	-0.0013
O	-0.0006	0	-0.0003
O	-0.0009	0.0006	0.0005
O	0.0037	-0.0003	0.005
O	0	-0.0001	0.0026
O	-0.002	0.0026	-0.0001
O	-0.0001	-0.0001	0.0005
O	-0.0002	0	-0.0001
O	-0.0003	0.0002	-0.0003
O	-0.0005	-0.0001	-0.0003
O	-0.0003	0	0
O	0.0025	-0.0083	0.0014
O	-0.0002	0.0002	0.0005
O	-0.0001	-0.0008	0.0008
O	-0.0078	0.0122	-0.011
O	-0.0033	0.0025	0.003
O	-0.0002	-0.0002	-0.0005
O	0	0.0003	0.0004

The program warned: the cutoff lies below the one the program advises for these potential files; the exchange-correlation potential is rough where the density is thin.
